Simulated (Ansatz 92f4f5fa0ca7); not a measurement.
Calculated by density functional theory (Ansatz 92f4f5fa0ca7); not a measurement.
Periodic cell of 351 atoms, Si241O110, from a study of silicon, its oxide and their interface. The atomic structure is a simulated model.
Doubt: the cutoff is far below the 930 eV that the study's wrapper takes by default for these files, so forces and energies are approximate.
This geometry differs little from another in the collection (a relaxation step or a small displacement).

Settings
functional: PBE
potential files: Ansatz PAW
basis: plane waves
wave-function cutoff: 580 eV
density cutoff ratio: 5
exchange-correlation grid ratio: 1
k mesh: 1 x 1 x 1, Gamma-centred
self-consistency stop: 5e-08 eV per atom in the density residual
occupations: fixed
spin: none
net charge: 0

Cell vectors (angstrom)
a 11.6015 0 0
b 0 13.3963 0
c 0 0 40.3228

Atoms and the computed forces on them: element, x, y, z (angstrom), force x, y, z (eV/angstrom)
Si 0 2.2327 1.1851 0.0013 0.0416 0.0173
Si 3.8672 2.2327 1.1851 0.012 0.0087 0.0148
Si 7.7343 2.2327 1.1851 0.0053 0.0342 -0.0153
Si 1.9336 5.5818 1.1851 -0.0008 0.0131 -0.0226
Si 5.8008 5.5818 1.1851 0.0089 0.0101 0.0335
Si 9.6679 5.5818 1.1851 -0.0027 -0.0029 0.015
Si 0 8.9308 1.1851 0.0135 0.0027 0.0256
Si 3.8672 8.9308 1.1851 -0.0019 0.0193 0.0045
Si 7.7343 8.9308 1.1851 0.0033 0.006 0.0134
Si 1.9336 12.2799 1.1851 0.0135 -0.0244 -0.0013
Si 5.8008 12.2799 1.1851 -0.0046 -0.0051 -0.0175
Si 9.6679 12.2799 1.1851 0.0063 -0.0055 -0.0156
Si 1.9336 1.1164 1.9745 0.0154 -0.0133 -0.0202
Si 5.8008 1.1164 1.9745 0.0022 -0.0214 -0.0121
Si 9.6679 1.1164 1.9745 -0.0639 -0.0491 -0.0175
Si 0 4.4654 1.9745 0.04 -0.0794 0.002
Si 3.8672 4.4654 1.9745 -0.0527 -0.0109 -0.0037
Si 7.7343 4.4654 1.9745 0.012 -0.0696 -0.0011
Si 1.9336 7.8145 1.9745 0.0222 -0.0566 -0.0056
Si 5.8008 7.8145 1.9745 -0.0405 -0.0039 -0.0074
Si 9.6679 7.8145 1.9745 -0.0166 -0.0417 -0.019
Si 0 11.1635 1.9745 -0.0355 0.0318 -0.0087
Si 3.8672 11.1635 1.9745 0.0172 0.0413 0.0019
Si 7.7343 11.1635 1.9745 -0.0395 0.0085 -0.0058
Si 1.9336 1.1164 4.3426 0.0552 0.0056 0.1709
Si 5.8008 1.1164 4.3426 -0.011 -0.0503 0.0011
Si 9.6679 1.1164 4.3426 -0.1729 -0.0735 0.0598
Si 0 4.4654 4.3426 0.091 -0.1957 -0.1122
Si 3.8672 4.4654 4.3426 -0.1215 -0.0387 0.0864
Si 7.7343 4.4654 4.3426 0.0243 -0.159 -0.1334
Si 1.9336 7.8145 4.3426 0.0629 -0.1304 -0.0812
Si 5.8008 7.8145 4.3426 -0.1425 -0.0179 0.1214
Si 9.6679 7.8145 4.3426 -0.0369 -0.1265 -0.0343
Si 0 11.1635 4.3426 -0.076 0.0833 -0.2085
Si 3.8672 11.1635 4.3426 0.0663 0.1296 -0.2855
Si 7.7343 11.1635 4.3426 -0.1532 0.0612 -0.1238
Si 0 0 35.9823 -0.0507 0.0592 0.1373
Si 3.8672 0 35.9823 -0.0797 0.0614 -0.0283
Si 7.7343 0 35.9823 0.2025 0.1288 0.014
Si 1.9336 3.3491 35.9823 -0.0411 0.2373 0.0332
Si 5.8008 3.3491 35.9823 0.028 0.2185 -0.032
Si 9.6679 3.3491 35.9823 0.1274 -0.0357 -0.3147
Si 0 6.6981 35.9823 0.1478 -0.1312 -0.0666
Si 3.8672 6.6981 35.9823 -0.0793 0.0247 0.0637
Si 7.7343 6.6981 35.9823 0.0282 0.0251 -0.0002
Si 1.9336 10.0472 35.9823 0.0233 -0.0619 -0.09
Si 5.8008 10.0472 35.9823 0.1774 -0.0386 0.0447
Si 9.6679 10.0472 35.9823 -0.0604 -0.0268 0.2405
Si 0 0 38.3504 -0.0136 0.0161 -0.0127
Si 3.8672 0 38.3504 -0.0294 0.0115 0.0112
Si 7.7343 0 38.3504 0.0644 0.0609 -0.0075
Si 1.9336 3.3491 38.3504 -0.0061 0.1075 0.0071
Si 5.8008 3.3491 38.3504 0.0131 0.0858 0.0134
Si 9.6679 3.3491 38.3504 0.0316 -0.0077 0.0124
Si 0 6.6981 38.3504 0.0623 -0.0487 -0.0014
Si 3.8672 6.6981 38.3504 -0.032 0.0234 -0.0005
Si 7.7343 6.6981 38.3504 0.0069 0.0288 0.0131
Si 1.9336 10.0472 38.3504 0.0151 -0.0082 0.0192
Si 5.8008 10.0472 38.3504 0.0588 -0.0075 0.011
Si 9.6679 10.0472 38.3504 -0.0285 -0.0084 0.0039
Si 0 2.2327 39.1398 0.005 -0.0412 -0.0128
Si 3.8672 2.2327 39.1398 -0.0107 -0.008 -0.0298
Si 7.7343 2.2327 39.1398 -0.0117 -0.0344 -0.0091
Si 1.9336 5.5818 39.1398 -0.0004 -0.0152 0.0478
Si 5.8008 5.5818 39.1398 -0.0085 -0.0127 -0.0048
Si 9.6679 5.5818 39.1398 0.0013 0.0078 -0.0296
Si 0 8.9308 39.1398 -0.0187 0.0037 -0.0255
Si 3.8672 8.9308 39.1398 0 -0.0152 -0.0111
Si 7.7343 8.9308 39.1398 0.0022 -0.0005 0.0297
Si 1.9336 12.2799 39.1398 -0.0143 0.0217 -0.0024
Si 5.8008 12.2799 39.1398 0.0054 0.0007 -0.0327
Si 9.6679 12.2799 39.1398 -0.0051 -0.0019 0.0122
Si 0.2648 -0.0237 28.7772 0.0034 0.0058 -0.007
Si 3.8987 0.0565 29.1801 0.0042 -0.0055 -0.0045
Si 7.9605 0.1417 28.8279 0.0075 0.0028 -0.0088
Si 2.0836 3.4684 28.6725 0.01 0.0041 0.0015
Si 5.8661 3.2632 29.0224 -0.0023 0.0025 -0.0104
Si 9.6088 3.558 28.7995 0.0006 0.0016 0.0021
Si 0.1244 6.9655 28.7426 0.0015 0.0162 0.0066
Si 4.0244 6.7646 28.767 0.0028 -0.0015 -0.0021
Si 7.7656 6.8886 28.9126 -0.0104 0.0115 0.0002
Si 2.0308 10.3059 29.0229 0.0031 0.0061 -0.0043
Si 5.908 10.2301 29.191 0.013 0.0019 -0.0111
Si 9.5833 9.9237 28.7409 -0.0079 -0.002 -0.0122
Si 0.0506 2.3216 29.3045 -0.0005 -0.0025 0.0075
Si 3.863 2.3244 29.7788 -0.0033 0 0.0173
Si 7.865 2.3014 29.7905 -0.002 -0.0016 0.0161
Si 2.0164 5.7036 29.4753 -0.0084 -0.004 0.012
Si 5.9004 5.589 29.5822 0.0095 0.0011 0.0133
Si 9.7839 5.7905 29.554 0.0077 -0.0158 0.0172
Si 0.0477 9.1128 29.6246 0.0037 -0.0137 0.0183
Si 3.9273 9.008 29.6282 -0.0102 -0.0006 0.0245
Si 7.7632 9.0041 29.9263 -0.0041 -0.0048 0.0218
Si 2.0068 12.4006 30.0691 0.0036 -0.0049 0.0263
Si 5.9644 12.49 29.7622 -0.0175 -0.0034 0.0271
Si 9.8208 12.2319 29.4242 -0.0049 0.0064 0.0129
Si 0.0279 2.2862 31.8133 -0.0023 0.0036 0.0169
Si 3.8677 2.2922 32.1187 -0.0008 0.0009 0.0014
Si 7.794 2.2665 32.1186 0.0025 -0.0021 0.0078
Si 1.9706 5.6396 31.9038 -0.0001 -0.0018 0.0125
Si 5.8547 5.6049 31.9798 -0.0011 -0.0032 0.0051
Si 9.7287 5.6667 31.9555 0.0006 -0.002 0.0062
Si 0.0409 9.0035 32.0127 -0.0002 0.0044 -0.0011
Si 3.9083 8.9643 32.0118 -0.0008 -0.0043 0.009
Si 7.7916 8.9754 32.2228 0.0022 -0.0013 0.0039
Si 1.957 12.3363 32.3351 -0.0048 0.0001 0.0086
Si 5.8732 12.3844 32.1099 0.0047 0.0059 0.0006
Si 9.7396 12.2798 31.8905 -0.0004 -0.0028 0.0105
Si 1.9086 1.2211 32.8648 0.0045 -0.002 -0.001
Si 5.8261 1.1969 32.8924 0.0007 -0.0033 -0.0005
Si 9.7481 1.1209 32.7469 -0.0034 0.0037 -0.0068
Si 0.041 4.4964 32.7228 0.0009 0.0027 -0.0083
Si 3.89 4.5422 32.8007 -0.0003 0.0022 -0.0018
Si 7.8014 4.527 32.8023 -0.001 0.0018 -0.0041
Si 1.9648 7.8494 32.783 0.0017 0.0005 -0.0058
Si 5.824 7.8262 32.8365 -0.0014 0.0029 -0.0024
Si 9.7467 7.8491 32.86 -0.0029 0.0036 0.0005
Si -0.0056 11.1894 32.8828 0.0008 0.0017 0.0019
Si 3.9441 11.1912 32.8628 -0.0006 0.0016 -0.0077
Si 7.8055 11.2441 32.8475 0.0004 0.0002 -0.0031
Si 1.9203 1.1393 35.2172 -0.0044 0.0004 0.0047
Si 5.8025 1.1269 35.2317 -0.0007 0.0019 0.0013
Si 9.6871 1.1095 35.1506 0.0033 -0.0021 0.0074
Si 0.0052 4.4626 35.1387 0.0001 -0.0022 0.0072
Si 3.8668 4.4787 35.1798 -0.0017 -0.0012 0.0025
Si 7.7437 4.4762 35.1804 0.0007 -0.0011 0.0047
Si 1.9342 7.8134 35.1698 -0.0003 -0.0019 0.0059
Si 5.7952 7.8086 35.1988 -0.0003 -0.0005 0.003
Si 9.6833 7.8124 35.2127 0.0022 -0.0014 0.0011
Si -0.013 11.1621 35.2266 -0.0026 -0.0004 0.0034
Si 3.8831 11.1596 35.2138 0.0001 -0.0014 0.0083
Si 7.7479 11.1793 35.2059 0.0009 0.0007 0.0043
Si -0.0074 0.0033 5.1229 0.0017 0.0009 -0.0001
Si 3.8752 -0.0046 5.1479 0.0019 0.0018 -0.0054
Si 7.7166 -0.011 5.1576 -0.0013 0.0016 -0.0022
Si 1.9319 3.3417 5.1719 0.0007 -0.0001 -0.0051
Si 5.7972 3.3506 5.1222 0.0021 0.003 -0.0007
Si 9.6744 3.3428 5.1276 0.0023 0 -0.0005
Si 0.0026 6.6802 5.1014 0.0019 -0.0008 0.0015
Si 3.8611 6.6888 5.1568 0.0007 0.0029 -0.0047
Si 7.7251 6.6795 5.1079 -0.0006 -0.0014 -0.0042
Si 1.9358 10.0527 5.0669 0.0008 0.0037 0.0031
Si 5.788 10.0565 5.1259 0.0002 0.0039 -0.0046
Si 9.6604 10.047 5.0911 0 -0.0003 -0.0027
Si -0.0532 -0.0263 7.4838 -0.0049 -0.0043 0.0064
Si 3.8713 -0.045 7.5288 -0.001 -0.0061 0.0092
Si 7.6525 -0.073 7.5469 -0.0016 0.0001 0.0101
Si 1.9231 3.279 7.5726 -0.0009 0.0014 0.0098
Si 5.7816 3.3178 7.4823 -0.0004 -0.0027 0.0077
Si 9.6738 3.2895 7.4918 -0.0018 0.0003 0.0056
Si -0.0125 6.606 7.4469 0.0002 -0.0019 0.0033
Si 3.8125 6.6397 7.5438 -0.0036 -0.0037 0.0133
Si 7.6764 6.6028 7.4582 0.0001 -0.0026 0.0092
Si 1.8991 10.0435 7.3893 -0.0006 -0.0021 0.0005
Si 5.7188 10.03 7.4878 -0.003 -0.0024 0.0104
Si 9.6119 9.9984 7.428 -0.0022 0.001 0.0075
Si -0.0273 2.1629 8.382 0.0006 0.002 -0.0048
Si 3.8991 2.1775 8.3337 0.0015 0.0065 0.0075
Si 7.7174 2.1936 8.2336 0.0015 0.0028 -0.0032
Si 1.8821 5.5075 8.3799 -0.0008 0 -0.0053
Si 5.7465 5.5162 8.3514 -0.0006 0.0009 -0.01
Si 9.6377 5.5277 8.2394 0.0033 0.0013 0.0039
Si -0.0155 8.873 8.0518 0.0063 -0.0029 0.0051
Si 3.7671 8.9099 8.2346 -0.0022 0.0045 0.0043
Si 7.6511 8.8502 8.1068 -0.0005 -0.0029 -0.0078
Si 1.8932 12.2619 8.2071 -0.0008 0.0026 -0.0078
Si 5.727 12.1929 8.4856 0.0004 0.0046 -0.0158
Si 9.6148 12.2158 8.2505 0.0032 0.0036 0.001
Si -0.0569 2.0736 10.8002 -0.0068 0.0007 -0.0074
Si 3.958 2.1033 10.7166 -0.0131 -0.0003 -0.0135
Si 7.7254 2.1816 10.5744 -0.0057 -0.0056 -0.0175
Si 1.8102 5.4275 10.7949 0.0084 0.0064 -0.0132
Si 5.6797 5.453 10.7595 0.0087 -0.0001 -0.0132
Si 9.6182 5.495 10.597 -0.0071 0.003 -0.0188
Si -0.0466 8.8284 10.3433 -0.0066 -0.0044 -0.0177
Si 3.6396 8.8793 10.5847 0.0171 -0.0174 -0.018
Si 7.5516 8.7315 10.4085 0.0055 0.0025 -0.0187
Si 1.7926 12.2441 10.5438 -0.0008 -0.0013 -0.0157
Si 5.6201 12.076 10.9897 0.0133 -0.003 0.001
Si 9.507 12.1324 10.6037 0.0107 0.0011 -0.0159
Si 1.999 1.0389 11.4339 0.0114 0.0062 0.0153
Si 5.9528 0.9694 11.5628 0.0135 0.003 0.0021
Si 9.5313 0.9392 11.4497 -0.0043 -0.0003 0.01
Si -0.1674 4.3007 11.5446 -0.0018 -0.0057 0.0128
Si 3.7525 4.2915 11.5716 -0.0069 -0.0034 0.0105
Si 7.7148 4.4227 11.4382 -0.0019 0 0.0138
Si 1.7506 7.7144 11.4172 -0.0016 -0.0064 0.0134
Si 5.5535 7.7442 11.2678 -0.017 0.0153 0.0091
Si 9.6126 7.7929 11.0854 0.0072 0.001 0.0055
Si -0.1135 11.0069 11.2071 0.0019 0.0055 0.0125
Si 3.4553 11.0121 11.6312 -0.0137 0.0107 0.0176
Si 7.6496 10.8476 11.3626 -0.0073 -0.0004 0.0168
O 5.8883 3.9653 14.3832 -0.0142 -0.0062 0.0059
O 12.5987 -0.6811 14.2118 0.0112 0.0029 0.0045
O 13.1896 2.486 24.7935 -0.0004 0.0033 0.004
O 5.9825 11.5831 16.1996 -0.0003 -0.0018 0.0073
O 3.9405 2.4777 15.3216 0 0.0076 0.0028
O 6.4624 1.019 13.1796 -0.0044 -0.0017 0.0016
O 8.0337 4.53 13.0739 0.0013 0.0003 0.0043
O 11.6326 10.7358 12.8479 0.001 -0.003 0.0027
O 3.0939 -0.3766 20.8717 0.0023 0.0001 0.0071
O 5.1995 7.9772 12.8925 -0.0021 0.0005 0.0067
O 2.739 10.9205 13.1855 0.01 -0.0033 -0.0122
O 0.4802 7.9171 15.5491 0.0003 0.0012 0.0032
O 15.3888 10.5881 21.2702 -0.0009 0.0016 0.0043
O 1.4918 -2.6637 22.9654 -0.0012 -0.0004 0.0033
O 6.975 3.7722 25.3997 -0.0007 0.0009 0.0034
O 6.2765 10.4277 27.5929 0.0037 0 -0.0091
O 12.4723 13.1105 27.2047 -0.0037 0.0009 0.0079
O -0.8602 -2.0464 24.0762 -0.0018 0.0017 0.002
O 2.1862 10.8 27.4161 -0.0048 -0.0039 0.001
O 5.7793 2.7592 27.4492 0.0015 0.0012 0.0093
O 13.8311 7.6524 25.6655 -0.0009 -0.0018 0.005
O -1.0546 9.447 17.1158 0.0004 0.0026 0.0047
O 9.2743 9.433 27.1455 0.0041 0.0002 0.0146
O 11.4993 6.554 24.6747 -0.0057 -0.0029 0.005
Si 4.6023 8.2145 18.5 0.0023 0.0014 0.0012
Si 14.4948 -10.8988 18.6549 0.0013 -0.0011 0.0033
Si 0.4173 9.3254 16.3647 0.0045 -0.002 -0.0064
Si -2.9917 3.649 25.6766 -0.0047 -0.0022 -0.0055
Si 9.3223 6.5777 21.2215 -0.0044 -0.0044 -0.004
Si 3.0529 31.4068 22.8997 0.0046 -0.0016 -0.0024
Si 10.9281 9.1088 20.8581 -0.0001 -0.001 0.0001
Si 15.9132 3.9061 14.672 0.0085 -0.0036 0.003
Si 3.5528 13.8851 22.1704 -0.0002 0.0019 -0.0031
Si 2.0083 9.6572 19.0475 0.0033 0.0026 0.0005
Si 19.3093 15.7324 20.3778 -0.0046 0.0019 0.002
Si -5.7236 15.9971 25.8419 -0.0014 -0.0028 -0.0032
Si 8.3033 -4.9905 26.2713 -0.003 0.0038 -0.0142
Si 11.71 2.0846 19.2799 0.0023 0.004 0.0049
Si 19.09 4.0009 14.5212 0.0034 -0.005 -0.0021
Si 16.469 -10.3753 21.0162 0.0078 -0.0001 0.0047
Si 19.4773 1.0422 14.0515 0.0042 0.007 0.0151
Si 15.3706 -1.6371 20.1203 0.0009 0.0011 0.0025
Si -2.503 -4.4339 16.505 -0.0018 0.0025 -0.0076
Si 21.2491 17.6414 19.1431 -0.0024 -0.0038 0.0035
Si 4.1427 27.9418 16.2339 0.0044 0.0044 -0.0055
Si 12.8484 2.367 23.1794 0 -0.0016 0.0049
Si 12.2165 7.705 25.6098 0.0028 0.0039 -0.0072
Si 23.324 10.112 23.6528 0.0025 0.0006 0
Si 3.9835 7.3673 22.8404 0.005 -0.001 0.0038
Si 21.8459 14.7304 21.7915 -0.0047 0.0023 0.001
Si 13.9158 12.3596 26.8864 0.0037 -0.0007 -0.0174
Si 6.7699 -0.4122 16.4025 -0.0001 -0.0003 -0.0028
Si 12.8315 -2.2528 13.8715 -0.0101 0.0052 0.0093
Si -5.0988 8.0378 20.9638 -0.0009 0.0002 0.0037
Si -2.4442 5.7986 16.3617 -0.0051 -0.0004 -0.0093
Si -4.8066 12.8218 19.4234 -0.0019 0.0007 0.0048
Si -8.6352 10.1153 22.6003 0.0021 0.0047 -0.0006
Si 2.8507 16.7013 25.4767 0.0026 -0.004 -0.0083
Si -2.1465 12.1753 23.4932 -0.0035 0.0003 -0.0021
Si -3.5008 14.1407 25.6135 -0.0017 -0.0004 -0.0071
Si -3.3276 10.6404 21.1607 -0.0014 0.0021 -0.0012
Si 6.2208 -3.3823 16.5133 0.0005 -0.0005 -0.0088
Si 17.4281 23.4704 26.0853 -0.0008 0.0049 0.0079
Si -0.1336 4.8396 14.6584 0.0018 0.0033 0.0007
Si 1.6024 7.2671 14.5623 -0.0004 -0.0042 0.003
Si 4.1859 33.3351 15.9941 0.0079 -0.002 -0.0133
Si -1.7093 6.3218 24.3865 0.0016 0.004 -0.0018
Si 12.4293 16.0125 16.6124 -0.0041 0.0006 -0.0106
Si 3.8429 7.6573 25.8275 0 0.0059 -0.0107
Si 4.141 -1.4768 24.5214 -0.0107 0.003 0.0087
Si 13.6109 13.9285 14.5184 -0.0159 0.002 -0.0069
Si -2.9004 -4.4106 13.5523 -0.0008 0.0008 0.0096
Si 6.0724 21.3661 14.2547 -0.0033 0.0036 0.0069
O -0.4104 4.1677 13.199 -0.0012 -0.0016 -0.0089
O 3.5885 -9.1957 13.2377 0.0013 -0.0007 -0.0015
O 9.8571 8.2562 12.6795 0.0041 -0.001 0.0076
O 5.4695 11.5482 25.4189 0.0037 -0.0002 0.0063
O 13.2183 7.9263 13.0728 0.0014 0.0064 -0.0051
O 9.6216 18.4794 17.751 -0.0006 0.0019 0.0068
O 16.8539 -1.1963 19.5323 0.0032 0.0009 0.0037
O 11.2798 15.539 22.787 0.0021 0.0004 0.0039
O -4.6413 14.3447 19.9671 0.0018 -0.0026 0.0018
O -11.622 3.7722 15.8737 0.0077 -0.0097 0.0076
O 3.5567 13.2036 27.5597 0.002 0.0037 -0.0002
O 10.4135 7.5916 20.5219 -0.0007 -0.0012 0.0045
O -5.9765 20.1805 15.2592 -0.0033 0.0074 -0.0003
O 18.0637 3.3079 20.8107 -0.0039 0.0001 0.0013
O 16.0535 7.1706 24.3986 -0.0005 0.0001 0.0021
O 25.6598 16.9512 27.033 0.0003 0.0007 0.004
O 18.7318 22.6618 25.4783 -0.0004 -0.0025 0.0087
O 8.0487 15.8881 14.7929 -0.0026 -0.0049 -0.0025
O 2.0603 16.7199 17.4792 -0.0029 0.0009 0.0007
O 7.6182 7.7723 13.7946 -0.0002 0.0023 0.0045
O 14.672 -5.9313 15.243 -0.0016 -0.0012 0.0048
O -3.7997 11.9001 20.273 -0.0014 0.0001 0.0009
O 14.0016 1.1452 13.0567 -0.0044 -0.0016 0.0113
O 3.0423 -8.7461 24.5484 0.0009 0.0004 0.0079
O 15.7983 6.6856 27.0973 -0.0002 -0.0029 0.0084
O 9.1094 7.5631 25.1253 0.001 -0.0009 0.0081
O 15.2249 1.3068 17.7859 0.001 -0.002 0.001
O 11.0937 9.1701 22.4814 0.0009 0.0009 0.0043
O 9.3934 4.8357 24.8825 -0.0001 0.0018 0.0063
O 9.9938 13.2668 22.4209 -0.001 -0.0005 0.0048
O -4.215 12.8863 17.9009 -0.0049 0.0015 0.0026
O 11.6646 20.7693 27.1177 -0.0029 0.0003 -0.0046
O -2.2193 18.5707 20.4346 -0.0002 0.0085 0.0049
O 7.8596 13.2799 15.2186 -0.0012 0.0048 0.0003
O 4.0158 3.2388 19.6021 -0.0026 -0.0007 0.0012
O 3.8461 18.37 15.8093 -0.0017 0.004 0.0063
O 19.3849 7.0675 21.0866 0.0019 0.0024 0.0052
O 20.1113 16.4472 19.1327 0.0023 0.0025 0.0049
O 8.0298 10.3486 12.9273 0.0006 -0.0015 0.0056
O 1.493 9.3481 17.5593 0 0.0013 0.0058
O 12.5542 10.4258 15.2965 0.0007 0.0055 -0.0002
O 2.7675 12.3273 25.3256 0.0048 -0.0015 0.0064
O 14.2956 -2.2314 19.0309 -0.0009 -0.0013 0.0038
O 14.4611 8.5128 22.5828 -0.0008 -0.0016 0.0047
O 20.427 20.7584 16.7072 0.0003 -0.0008 0.0065
O 0.2922 -4.197 25.0008 -0.0015 -0.0033 0.0062
O 12.8496 28.4303 15.4072 0 -0.0072 0.0032
O -3.4168 0.2806 27.1782 0.0009 -0.0003 0.0042
O 4.4966 -4.2759 26.1648 0.0001 0.0002 0.0053
O 5.3748 7.6475 22.0614 -0.0001 0.0026 -0.001
O 7.0578 9.5564 21.1603 -0.0025 -0.0044 -0.0002
O 22.7348 17.0068 19.4074 0.0021 -0.0023 0.0008
O -3.8525 9.7105 17.0733 -0.0035 0.0012 0.0043
O 8.4836 -2.274 22.71 0.0028 0.0028 0.0004
O 5.115 22.8734 17.585 0.0019 -0.002 0.0071
O -5.0732 14.566 25.3564 0.0037 -0.0008 0.0043
O 27.1412 23.8668 23.8305 -0.0003 -0.002 0.0014
O 3.3034 13.4124 15.3962 -0.0026 -0.0026 0.0038
O 23.1548 15.112 17.6821 0.0015 0.0051 0.0001
O -5.8887 14.2114 16.3257 -0.0015 -0.0022 0.0046
O 9.654 6.3648 22.79 -0.001 0 0.0039
O 9.1801 0.7983 13.0883 0.0047 -0.0024 0.0011
O 7.6551 20.6724 27.2804 0.0005 -0.0036 0
O 12.845 5.6857 14.4716 -0.0024 0.0013 0.006
O 4.3228 -0.3545 23.3486 -0.0006 0.0023 0.0038
O 8.6197 12.908 24.6885 0.0002 0.0039 0.0093
O 9.3156 9.4313 14.9658 -0.0026 -0.0014 -0.0018
O 2.1606 1.1212 22.6903 0.0025 0.0001 -0.0005
O 9.0388 17.1816 27.2475 -0.0003 -0.0015 0.0001
O 13.3343 3.7576 22.4442 0.0033 0.0045 0.003
O 8.8019 15.5032 21.5985 0.0027 -0.0003 0.0024
O -5.6664 9.3705 15.0486 0.0013 -0.0113 0.0059
O 15.9348 15.991 25.306 -0.0018 0.0026 0.0046
O 10.2528 5.7986 15.1522 0.0061 -0.0024 0.0046
O 13.3053 1.9866 19.6655 -0.0041 0.0012 0.0018
O -0.6949 14.5042 20.303 -0.0003 0.0017 0.0056
O 0.7449 -3.9121 20.1022 -0.0028 -0.0013 0.0031
O -3.7173 4.9685 15.7661 0.0068 0.0042 0.0109
O 4.3996 17.3762 22.2378 -0.0092 0.0021 0.0037
O 9.6849 -3.2756 20.4918 -0.0013 0.0016 0.004
O 5.8133 7.8309 19.5049 -0.0063 0.0038 0.0002
O 14.6803 6.1161 22.3293 0.002 -0.0036 0.0038
O 3.2323 8.5901 19.316 0.0044 -0.0017 -0.0013
O -7.3131 20.3087 17.5672 0.0034 0.005 0.0088
O 9.0109 2.0899 25.2762 -0.0003 -0.0003 0.0065
O 4.6588 14.9186 21.6026 -0.0042 -0.005 0.0038

Results
free energy: -215760.578 eV
free energy less fixed offsets of O -568.88, Si -635.61 eV per atom: -1.768 eV

The program warned: the cutoff lies below the one the program advises for these potential files; the exchange-correlation potential is rough where the density is thin.
